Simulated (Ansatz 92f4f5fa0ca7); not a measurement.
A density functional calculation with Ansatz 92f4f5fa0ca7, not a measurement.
Periodic cell of 224 atoms, Si133O90H1, from a study of silicon, its oxide and their interface. The atomic structure is a simulated model.
Doubt: the cutoff is far below the 930 eV that the study's wrapper takes by default for these files, so forces and energies are approximate.

Settings: functional PBE; potential files Ansatz PAW; basis plane waves; wave-function cutoff 580 eV; density cutoff ratio 5; exchange-correlation grid ratio 1; k mesh 1 x 1 x 1, Gamma-centred; self-consistency stop 5e-08 eV per atom in the density residual; occupations fixed; spin none; net charge +1 e, with a uniform compensating background and no finite-size correction.

Cell vectors (angstrom)
a, 10.938, 0, 0
b, 0, 10.938, 0
c, 0, 0, 32.3291

Atoms and the computed forces on them: element, x, y, z (angstrom), force x, y, z (eV/angstrom)
Si, 0.1772, -0.1624, 24.9228, -0.011, 0.0116, 0.0105
Si, 5.368, 0.1451, 24.8033, -0.0037, 0, -0.0009
Si, 3.0943, 2.3789, 24.8232, -0.0006, 0.0022, 0.0151
Si, 8.0329, 3.033, 24.8619, -0.0028, 0.0021, 0.0002
Si, -0.2384, 5.8113, 24.7103, 0.0057, -0.0084, 0.008
Si, 5.7926, 5.2409, 25.0546, -0.001, 0.0042, 0.0104
Si, 2.4398, 8.5585, 24.8545, 0.0113, -0.0043, 0.0086
Si, 8.4969, 8.0942, 24.9061, -0.0111, 0.0076, 0.0083
Si, 1.4235, 1.3836, 26.1765, -0.0021, 0.0051, -0.0018
Si, 6.9021, 1.368, 26.1312, 0.0028, -0.0024, 0.0083
Si, 4.131, 4.0434, 26.1791, -0.0008, 0.0005, -0.002
Si, 9.6407, 4.1781, 26.123, 0.0051, -0.0058, 0.0056
Si, 1.3772, 6.8609, 26.1074, 0.0049, -0.0074, 0.0023
Si, 6.9323, 6.8827, 26.2451, -0.0052, -0.0036, -0.0007
Si, 4.1315, 9.5784, 26.1522, 0.0027, -0.0082, 0.0042
Si, 9.6284, 9.5887, 26.2846, -0.0066, 0.0057, -0.0008
Si, 2.7553, -0.01, 27.5559, 0.0026, 0.0025, 0.0063
Si, 8.2066, 0.0075, 27.554, -0.0012, 0.0011, 0.0043
Si, 0.0191, 2.7534, 27.508, -0.002, 0.0018, 0.0019
Si, 5.4985, 2.6906, 27.553, 0.0007, -0.0001, 0.0009
Si, 2.7356, 5.4568, 27.4943, -0.0016, 0.0014, 0.003
Si, 8.2588, 5.4681, 27.5728, -0.0021, 0.0009, 0.0051
Si, 0.0359, 8.1691, 27.5783, -0.0016, -0.0009, 0.0103
Si, 5.4702, 8.1999, 27.5394, -0.0013, 0.0051, 0.0012
Si, 4.1018, 1.3673, 28.9108, 0.0788, -0.1143, 0.1941
Si, 9.5708, 1.3673, 28.9108, 0.1012, 0.1925, -0.1556
Si, 1.3673, 4.1018, 28.9108, 0.0087, 0.1149, -0.1689
Si, 6.8362, 4.1018, 28.9108, 0.1307, -0.0591, -0.03
Si, 4.1018, 6.8362, 28.9108, -0.0961, -0.1247, -0.2178
Si, 9.5708, 6.8362, 28.9108, 0.2313, -0.0414, 0.4448
Si, 1.3673, 9.5708, 28.9108, 0.2031, -0.0693, 0.1741
Si, 6.8362, 9.5708, 28.9108, -0.1199, 0.0797, -0.0112
Si, 0, 0, 30.2781, 0.026, 0.0217, -0.0345
Si, 5.469, 0, 30.2781, -0.0324, 0.0038, 0.0214
Si, 2.7345, 2.7345, 30.2781, 0.0467, 0.0323, -0.0487
Si, 8.2035, 2.7345, 30.2781, 0.0182, 0.0616, 0.0077
Si, 0, 5.469, 30.2781, 0.0068, 0.0765, 0.0295
Si, 5.469, 5.469, 30.2781, -0.0135, -0.0113, -0.0417
Si, 2.7345, 8.2035, 30.2781, -0.0305, 0.0392, 0.0245
Si, 8.2035, 8.2035, 30.2781, 0.0267, -0.0034, -0.0296
Si, 1.3673, 1.3673, 31.6453, 0.0098, -0.01, -0.0198
Si, 6.8362, 1.3673, 31.6453, 0.0175, -0.0315, -0.0297
Si, 4.1018, 4.1018, 31.6453, -0.0115, -0.022, -0.011
Si, 9.5708, 4.1018, 31.6453, -0.0083, -0.0204, -0.0257
Si, 1.3673, 6.8362, 31.6453, -0.0007, -0.0642, -0.0228
Si, 6.8362, 6.8362, 31.6453, 0.0076, 0.0048, -0.0157
Si, 4.1018, 9.5708, 31.6453, 0.0549, 0.0139, -0.017
Si, 9.5708, 9.5708, 31.6453, -0.0103, 0.0148, -0.0105
Si, 2.7345, 0, 0.6835, 0.0069, -0.0445, 0.0021
Si, 8.2035, 0, 0.6835, -0.0586, 0.0633, -0.0001
Si, 0, 2.7345, 0.6835, -0.0165, 0.0179, 0.0371
Si, 5.469, 2.7345, 0.6835, -0.0194, 0.0489, 0.0236
Si, 2.7345, 5.469, 0.6835, -0.0294, 0.0703, 0.0011
Si, 8.2035, 5.469, 0.6835, 0.048, -0.0201, 0.0034
Si, 0, 8.2035, 0.6835, 0.0398, -0.0123, 0.0224
Si, 5.469, 8.2035, 0.6835, -0.0169, -0.0121, 0.0467
Si, 4.1018, 1.3673, 2.0507, -0.0436, -0.0532, 0.0047
Si, 9.5708, 1.3673, 2.0507, -0.0569, -0.1164, 0.0267
Si, 1.3673, 4.1018, 2.0507, 0.088, 0.0108, 0.0109
Si, 6.8362, 4.1018, 2.0507, -0.0143, -0.0317, 0.016
Si, 4.1018, 6.8362, 2.0507, -0.0315, -0.1382, 0.0281
Si, 9.5708, 6.8362, 2.0507, -0.1121, -0.0647, -0.0229
Si, 1.3673, 9.5708, 2.0507, -0.0233, 0.0975, -0.0337
Si, 6.8362, 9.5708, 2.0507, 0.1576, 0.0953, 0.0139
Si, 0, 0, 3.418, -0.0015, -0.4594, -0.5788
Si, 5.469, 0, 3.418, -0.0445, 0.0956, 0.0244
Si, 2.7345, 2.7345, 3.418, 0.0037, 0.1836, -0.1181
Si, 8.2035, 2.7345, 3.418, -0.2666, 0.0538, 0.0094
Si, 0, 5.469, 3.418, -0.0239, 0.1843, 0.1369
Si, 5.469, 5.469, 3.418, -0.1862, 0.046, 0.1286
Si, 2.7345, 8.2035, 3.418, -0.0564, -0.025, 0.2464
Si, 8.2035, 8.2035, 3.418, 0.0984, -0.0683, -0.158
Si, 1.2919, 1.3927, 4.7055, -0.0189, 0.0014, -0.0109
Si, 6.8211, 1.3642, 4.8029, -0.0021, 0.0088, -0.0017
Si, 4.0851, 4.0965, 4.816, 0.0039, 0.0001, -0.0024
Si, 9.5089, 4.1508, 4.7675, -0.0042, 0.0015, -0.0018
Si, 1.3577, 6.8467, 4.8347, 0.0038, 0.0036, -0.0054
Si, 6.7656, 6.9225, 4.7756, -0.0051, 0.0055, -0.0029
Si, 4.111, 9.5727, 4.7982, -0.001, -0.0013, -0.0045
Si, 9.6674, 9.4836, 4.7658, 0.0001, 0.0052, -0.0042
Si, 2.7155, 0.0714, 6.031, 0.0025, -0.0067, 0.0201
Si, 8.2114, -0.132, 5.9932, 0.0018, -0.0052, 0.0099
Si, -0.1656, 2.658, 6.057, 0.0136, 0.0013, 0.007
Si, 5.4685, 2.7315, 6.2381, -0.01, -0.0089, 0.007
Si, 2.6593, 5.4483, 6.2012, 0.0015, 0.0003, 0.0115
Si, 8.1428, 5.5664, 6.0937, 0.0042, -0.0099, -0.0023
Si, 0.0232, 8.1442, 6.3423, -0.0077, -0.0102, 0.0012
Si, 5.4281, 8.2607, 6.2748, 0.0024, -0.001, 0.0055
Si, 3.7355, 1.6331, 7.432, 0.0231, -0.0019, -0.0147
Si, 9.6324, 1.0418, 7.3971, 0.0009, 0.0042, -0.0226
Si, 1.408, 3.7573, 7.3249, -0.0133, 0.0072, -0.018
Si, 6.5504, 4.4767, 7.4105, -0.003, -0.0043, -0.0062
Si, 4.2242, 6.6575, 7.5237, -0.0102, 0.0019, -0.012
Si, 9.2626, 6.9824, 7.6143, 0.0106, 0.0127, 0.0126
Si, 1.1522, 9.9849, 7.4244, -0.0017, 0.0113, -0.0359
Si, 7.1548, 9.3719, 7.5042, -0.0082, -0.0039, -0.0137
O, 9.5328, 6.9272, 24.3854, 0.0027, -0.0007, -0.005
O, 4.2376, 1.2704, 24.3988, 0.0021, -0.0045, -0.0052
O, 8.1919, 8.1862, 8.1034, -0.0055, 0.011, 0.0008
O, 2.6377, 2.7861, 7.8434, 0.0009, -0.0032, 0.0055
O, 6.8609, 4.1275, 24.4421, 0.0048, -0.003, -0.0044
O, 1.2943, 9.6702, 24.4223, -0.0008, -0.003, -0.006
O, 3.6504, 7.3026, 8.9629, 0.0031, -0.0028, 0.0051
O, -0.0173, 0.0994, 7.8701, -0.0085, -0.0028, 0.002
O, 5.3863, 5.5488, 7.8997, 0.0006, -0.0016, 0.0068
O, 6.7787, 10.4063, 8.7634, 0.0021, 0.0034, 0.006
O, 9.6685, 6.0271, 8.9243, 0.0012, -0.0072, 0.005
O, 1.8974, 9.9929, 9.2263, 0.033, 0.0174, 0.0565
O, 3.9233, 0.8426, 8.9064, 0.0025, 0.0042, 0.0039
O, 0.4281, 3.9676, 8.6401, -0.0026, -0.0049, 0.009
O, 8.8282, 1.2727, 8.8343, -0.0046, -0.0007, 0.013
O, 0.1904, 10.3061, 11.3216, -0.0008, 0.0214, 0.02
O, 8.0752, 8.9301, 23.5512, 0.0021, 0.0014, -0.0035
O, 8.7143, 2.5031, 23.4604, -0.0002, 0, -0.001
O, 5.0688, 6.1146, 23.8699, -0.0025, 0.0024, -0.0047
O, 2.5115, 2.8234, 23.3708, -0.0026, 0.0002, -0.0081
O, 10.3553, 0.4094, 23.5773, -0.0003, -0.0027, -0.0039
O, 0.2662, 5.3556, 23.2073, 0.0026, -0.0022, -0.0094
O, 2.9955, 8.0455, 23.4086, 0.0018, -0.0032, -0.0087
O, 5.9494, 10.4745, 23.3759, -0.0001, 0.0006, -0.0015
Si, 9.834, 1.6434, 22.643, -0.0006, 0.0015, -0.0006
Si, 2.8652, 7.7016, 21.8278, 0.0007, 0.0015, 0.0025
Si, 4.7485, 10.0784, 15.4475, -0.0024, -0.0001, -0.002
Si, 9.7185, -0.0103, 17.6173, -0.0006, 0.0003, -0.0008
Si, 4.2498, 0.3129, 12.7304, -0.0052, -0.0029, -0.0137
Si, 4.6121, 5.1796, 11.6243, -0.0067, 0.0003, -0.0092
Si, 7.5517, 0.6318, 9.6456, -0.0031, -0.0019, 0.0021
Si, 1.7405, 2.8653, 21.9483, -0.0012, -0.0025, 0.004
Si, 6.0519, 2.6284, 19.2215, 0.0002, -0.0009, -0.0006
Si, 6.0492, 7.6479, 18.3969, -0.0006, 0.0005, -0.0017
Si, 6.7059, 3.4817, 10.2268, -0.0009, -0.0014, -0.0075
Si, 3.2368, 12.6028, 19.4941, -0.002, -0.0019, -0.0018
Si, 2.5741, 6.8432, 10.1129, -0.0074, 0.0112, -0.0105
Si, 5.3596, 15.0805, 14.3414, -0.0026, 0.0003, -0.0027
Si, 10.8326, -2.8451, 17.5575, 0.0002, 0.0009, -0.0001
Si, 13.3401, -1.7541, 16.9318, -0.0002, -0.0003, -0.0014
Si, 8.0019, 11.3813, 20.3434, 0, -0.0019, 0.0008
Si, 2.8781, 11.2595, 10.0071, -0.0294, -0.0395, -0.0318
Si, 6.6418, 7.2549, 12.7247, -0.0013, 0.003, -0.0063
Si, 9.7223, 6.039, 19.4841, 0.0007, 0.0006, 0.0013
Si, -4.0647, -1.5437, 22.5519, -0.0011, 0.0006, 0.0002
Si, 5.9965, 6.5736, 15.6515, -0.0013, -0.0013, -0.0013
Si, 12.3811, 12.1607, 16.8584, -0.0016, 0.0004, -0.0019
Si, 7.2038, 10.3611, 12.3513, 0.0032, 0.0032, -0.0103
Si, 10.9777, 5.255, 9.5436, 0.0012, 0.0099, -0.0096
Si, 5.3751, 6.5564, 22.3429, -0.0004, 0.0014, 0.005
Si, 6.9052, 5.4467, 20.2322, -0.001, 0.0004, 0.0022
Si, 1.9275, 2.0272, 13.8455, -0.0017, -0.0022, -0.0065
Si, 5.7272, 1.7995, 16.1773, -0.0007, -0.0017, -0.0018
Si, 0.8727, 9.1802, 10.3863, 0.0032, 0.0173, -0.0345
Si, 0.5692, 0.9239, 11.6803, 0.0005, -0.0126, -0.0132
Si, -2.8731, 4.6512, 12.8159, 0.0016, -0.0017, -0.0063
Si, 0.8175, 5.5386, 21.6691, -0.0028, 0.001, 0.0009
Si, 3.8599, -1.3922, 19.5704, -0.0021, -0.0006, 0.0002
Si, 19.434, 6.6934, 17.1282, -0.0004, 0.0014, 0.0002
Si, 7.6502, 10.7546, 15.2373, -0.0006, -0.0005, -0.0017
Si, -0.1543, 3.6232, 12.2788, 0.0016, -0.0023, -0.0085
O, 10.6555, 7.2963, 18.9848, -0.0019, -0.0018, 0.0031
O, 1.7359, 1.3396, 10.5664, -0.0037, 0.0134, 0.0119
O, 18.4738, 6.0992, 15.9727, -0.0023, -0.0006, 0.0009
O, 1.7732, 13.0297, 15.4736, -0.0007, -0.0007, 0.0035
O, 8.8707, 10.5334, 16.2677, -0.0006, 0.0001, 0.0028
O, 0.1642, 2.5542, 22.2103, 0.0018, 0.0012, 0
O, 1.9419, 8.1127, 10.9819, 0.004, -0.01, 0.017
O, -5.7125, 4.0963, 10.5609, 0.0017, 0.0005, 0.0047
O, 6.7105, 1.3939, 20.0547, -0.0012, 0.0007, 0.0015
O, 12.2502, -2.9527, 16.7454, -0.0007, -0.0005, 0.0019
O, 5.3908, 7.3319, 16.9412, -0.0013, -0.0005, 0.0022
O, -0.5174, 13.0792, 11.6053, -0.0028, 0.0025, 0.0056
O, 6.0216, 7.3784, 14.2276, 0.0009, -0.0013, 0.0047
O, 1.0465, 11.7179, 13.2333, 0.0012, 0.0031, 0.0089
O, 7.1027, 12.2723, 15.435, -0.0009, 0.001, 0.0023
O, 5.5656, 6.501, 11.7467, 0.0004, -0.0008, 0.0054
O, 4.1348, 10.1751, 13.9319, 0.0002, -0.0002, 0.0042
O, 9.1389, 1.1213, 21.2791, -0.002, -0.0008, 0.0005
O, -0.315, 9.6391, 17.9908, -0.0013, -0.0005, 0.0016
O, 5.8728, 6.3361, 19.3325, -0.0001, -0.0009, 0.0019
O, 6.1428, 2.4275, 17.6005, -0.001, 0.0003, 0.0025
O, -0.2801, 5.2028, 20.5029, -0.0014, 0.0006, 0.0006
O, 7.6578, 7.7978, 18.0595, -0.0001, -0.0005, 0.0018
O, 7.2859, 4.0279, 8.8086, -0.0001, -0.0005, 0.0048
O, 16.8092, 0.4047, 12.4598, 0.0006, 0, 0.0044
O, 1.9436, 4.3924, 21.421, -0.0003, 0.0009, 0
O, 9.1202, 5.4629, 18.0452, -0.0016, -0.0009, 0.0015
O, 1.2973, 6.2661, 9.3093, -0.0005, -0.0057, 0.0051
O, -2.8012, -0.3853, 13.683, -0.0003, -0.0005, 0.0048
O, 9.734, 7.5271, 16.4839, -0.0012, -0.0009, 0.0015
O, 6.5587, 1.8606, 10.0556, 0.0022, 0.0017, 0.0041
O, 7.9898, 6.299, 12.7103, 0.0007, 0.0008, 0.0034
O, -4.0168, 3.9464, 19.6157, -0.0011, 0.0004, 0.0013
O, 10.7744, 1.2233, 17.2778, -0.0012, -0.0002, 0.0015
O, 3.9874, 11.1577, 19.5786, -0.0018, 0.0004, 0.0011
O, 5.3153, 8.9255, 19.0984, -0.0005, 0, 0.0011
O, 8.0479, -0.1002, 11.0289, -0.005, 0.0052, 0.0053
O, 15.3891, 2.7668, 19.5486, -0.0009, 0.0003, 0.0016
O, 6.8825, -2.1759, 12.1549, -0.0013, -0.0036, 0.0055
O, 5.0465, 5.29, 15.4392, 0.0012, 0.0015, 0.0001
O, -0.3628, 8.5025, 9.5885, -0.5921, 0.2395, 0.103
O, 3.6165, -0.2939, 11.3166, 0.0096, 0.0015, 0.0205
O, 6.3418, 5.3974, 21.7497, 0, -0.0022, 0.0001
O, 1.2413, 3.3858, 13.1498, 0, 0.0006, 0.0048
O, 7.4513, -0.8821, 21.1624, 0.0005, 0.0013, -0.0003
O, 3.9769, 6.5564, 21.5163, -0.0019, -0.0002, 0.0004
O, 15.9245, 2.7965, 15.1376, -0.0003, 0.0014, 0.0015
O, 6.9306, 4.1409, 13.8726, -0.0014, 0.0004, 0.0028
O, 13.6576, 9.116, 18.5129, 0.0005, 0.0005, 0.0004
O, 3.4363, 12.6168, 13.1966, -0.0005, 0.0012, 0.0048
O, 6.0202, 8.0537, 22.197, -0.0016, -0.0015, -0.0001
O, 4.6735, -10.3949, 16.3063, -0.0014, 0.0012, 0.0023
O, 3.2725, 9.0439, 21.0009, -0.0006, -0.0006, 0.0011
O, 7.7615, 3.9349, 11.3739, -0.0007, 0.0007, 0.0044
O, 17.302, -1.2023, 15.4777, 0.0001, -0.0005, 0.0018
O, 2.3344, 1.7906, 18.1162, 0.0009, -0.0002, 0.0031
O, 3.1649, 5.7152, 11.1087, 0.0054, -0.0049, 0.008
O, 4.4072, 4.4102, 13.0441, 0.0019, -0.0007, 0.0053
O, -0.0508, 4.7673, 11.0984, -0.0013, -0.0012, 0.0079
O, 12.7685, -0.306, 16.4627, -0.0001, -0.0004, 0.0027
O, 8.3447, 6.2175, 20.3511, -0.0005, -0.0007, 0.0006
O, 1.4077, 7.0559, 21.4727, 0.0005, -0.0002, 0.0015
O, 8.7013, 11.1613, 18.8716, -0.0013, -0.0001, 0.0015
O, 25.6355, -1.9725, 16.0737, -0.0017, -0.0005, 0.0028
O, 2.3012, 1.8415, 20.8147, -0.0002, 0.0003, 0.0005
O, -1.3763, 4.1434, 13.242, -0.0035, 0.0016, 0.0049
H, -1.2456, 8.916, 9.7547, 0.5972, -0.2707, -0.1157

Results
free energy: -135753.781 eV
free energy less fixed offsets of H -15.97, O -568.88, Si -635.61 eV per atom: -2.481 eV

The program warned: the cutoff lies below the one the program advises for these potential files; the forces do not sum to zero within the program's tolerance; the exchange-correlation potential is rough where the density is thin.
